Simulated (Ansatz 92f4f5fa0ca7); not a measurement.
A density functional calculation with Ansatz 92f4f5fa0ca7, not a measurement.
Periodic cell of 224 atoms, Si133O90H1, from a study of silicon, its oxide and their interface. The atomic structure is a simulated model.
Doubt: the cutoff is far below the 930 eV that the study's wrapper takes by default for these files, so forces and energies are approximate.
This geometry differs little from another in the collection (a relaxation step or a small displacement).

Settings
functional: PBE
potential files: Ansatz PAW
basis: plane waves
wave-function cutoff: 580 eV
density cutoff ratio: 5
exchange-correlation grid ratio: 1
k mesh: 1 x 1 x 1, Gamma-centred
self-consistency stop: 5e-08 eV per atom in the density residual
occupations: fixed
spin: none
net charge: +1 e, with a uniform compensating background and no finite-size correction

Cell vectors (angstrom)
a  10.938  0  0
b  0  10.938  0
c  0  0  32.4656

Atoms and the computed forces on them: element, x, y, z (angstrom), force x, y, z (eV/angstrom)
Si  0.2777  -0.1769  25.0087  0.0041  -0.0092  0.0301
Si  5.1936  0.4754  25.009  0.0203  -0.0236  0.0217
Si  2.877  2.653  25.0887  -0.0545  0.0472  0.0449
Si  7.9287  2.9876  24.992  -0.0072  -0.0015  0.0087
Si  -0.2183  5.7632  24.9852  -0.0093  0.0045  0.0195
Si  5.7164  5.2542  25.0033  -0.0023  0.0062  0.035
Si  2.5068  8.5092  24.9573  0.0017  0.0021  0.0129
Si  8.4659  8.0041  24.9059  -0.0281  0.0224  0.0071
Si  1.3667  1.3971  26.3741  0.007  0.0052  -0.0008
Si  6.8132  1.4569  26.3849  -0.0088  0.0092  0.0047
Si  4.1124  4.1767  26.3669  0.0068  -0.0118  -0.0035
Si  9.5632  4.1415  26.2696  -0.0131  0.0196  -0.0149
Si  1.3632  6.9175  26.3076  -0.0165  0.004  -0.0045
Si  6.8732  6.8731  26.268  0.0173  -0.0184  -0.0024
Si  4.1291  9.6486  26.2363  -0.0154  0.017  -0.0176
Si  9.577  9.6015  26.2666  0.0023  -0.0092  0.0001
Si  2.7506  0.0052  27.6928  0.0035  -0.0114  0.0055
Si  8.1929  0.0111  27.6569  0.0042  -0.0038  -0.0058
Si  -0.0374  2.7606  27.6712  0.0011  -0.0025  -0.008
Si  5.4321  2.777  27.7417  0.0033  0.0115  -0.0177
Si  2.7052  5.5209  27.6792  0.0056  0.0013  -0.0108
Si  8.1996  5.4849  27.6788  -0.0047  0.0017  -0.0139
Si  -0.0283  8.2353  27.6919  0.0005  -0.0019  -0.0145
Si  5.4633  8.2263  27.6246  -0.0057  0.0044  -0.0088
Si  4.1018  1.3673  29.0473  -0.0775  -0.0048  0.3579
Si  9.5708  1.3673  29.0473  -0.1192  0.0287  -0.0663
Si  1.3673  4.1018  29.0473  -0.0963  0.0872  -0.1289
Si  6.8362  4.1018  29.0473  0.0713  0.2447  0.2534
Si  4.1018  6.8362  29.0473  0.0551  0.27  -0.1607
Si  9.5708  6.8362  29.0473  -0.0181  0.0363  0.1012
Si  1.3673  9.5708  29.0473  0.0316  0.0655  0.0814
Si  6.8362  9.5708  29.0473  -0.0488  -0.0201  -0.2367
Si  0  0  30.4146  0.0801  -0.0047  -0.0344
Si  5.469  0  30.4146  -0.001  -0.0122  -0.0068
Si  2.7345  2.7345  30.4146  0.0335  -0.0672  -0.0181
Si  8.2035  2.7345  30.4146  -0.02  -0.0156  -0.0178
Si  0  5.469  30.4146  -0.0131  0.0135  -0.0017
Si  5.469  5.469  30.4146  0.0976  0.0031  -0.0225
Si  2.7345  8.2035  30.4146  0.0285  0.0113  -0.017
Si  8.2035  8.2035  30.4146  0.0077  -0.0531  -0.03
Si  1.3673  1.3673  31.7818  -0.0554  0.0341  0.006
Si  6.8362  1.3673  31.7818  0.0149  0.0428  0.0165
Si  4.1018  4.1018  31.7818  -0.0409  0.0336  -0.0246
Si  9.5708  4.1018  31.7818  0.0035  -0.0143  -0.0144
Si  1.3673  6.8362  31.7818  0.0466  0.0512  0.0027
Si  6.8362  6.8362  31.7818  -0.0395  0.0315  -0.0079
Si  4.1018  9.5708  31.7818  -0.0328  0.0053  -0.0335
Si  9.5708  9.5708  31.7818  -0.0198  0.0314  -0.0225
Si  2.7345  0  0.6835  0.0326  -0.0118  0.0186
Si  8.2035  0  0.6835  0.0254  -0.1049  0.0186
Si  0  2.7345  0.6835  -0.0201  0.0124  -0.0014
Si  5.469  2.7345  0.6835  0.0205  -0.035  -0.0078
Si  2.7345  5.469  0.6835  0.0523  -0.0632  0.0351
Si  8.2035  5.469  0.6835  -0.0134  0.0489  0.0166
Si  0  8.2035  0.6835  -0.0127  -0.0478  -0.0077
Si  5.469  8.2035  0.6835  0.0148  -0.005  0.0209
Si  4.1018  1.3673  2.0507  0.0105  0.0339  0.0339
Si  9.5708  1.3673  2.0507  0.1071  0.1139  0.0419
Si  1.3673  4.1018  2.0507  -0.1021  -0.0322  -0.0029
Si  6.8362  4.1018  2.0507  -0.1193  -0.1072  0.0193
Si  4.1018  6.8362  2.0507  -0.0962  0.0505  -0.0402
Si  9.5708  6.8362  2.0507  -0.0097  0.0964  0.0075
Si  1.3673  9.5708  2.0507  -0.0141  -0.0308  0.0262
Si  6.8362  9.5708  2.0507  -0.0137  0.0062  -0.0012
Si  0  0  3.418  0.1368  0.1927  0.2384
Si  5.469  0  3.418  0.3167  0.1691  -0.2873
Si  2.7345  2.7345  3.418  -0.2083  -0.208  -0.2123
Si  8.2035  2.7345  3.418  0.0457  0.1243  0.2907
Si  0  5.469  3.418  -0.1197  -0.2622  0.1615
Si  5.469  5.469  3.418  -0.1248  -0.2411  0.2422
Si  2.7345  8.2035  3.418  -0.3041  -0.4335  -0.4256
Si  8.2035  8.2035  3.418  0.2583  -0.0122  -0.237
Si  1.4241  1.3769  4.8481  -0.0169  0.014  0.0329
Si  6.8389  1.3652  4.8048  -0.037  0.0398  0.0096
Si  3.9646  4.1205  4.7998  0.0268  0.0304  -0.0083
Si  9.5957  4.0648  4.8605  0.0223  -0.018  -0.0164
Si  1.3529  6.8184  4.7854  0.0023  -0.0151  -0.0282
Si  6.9449  6.7468  4.7501  -0.0207  0.0071  0.0069
Si  4.1563  9.4994  4.6721  -0.0057  0.0056  -0.0093
Si  9.5426  9.6099  4.7748  -0.0264  0.001  0.0039
Si  2.8392  -0.1789  6.0759  0.0234  -0.0784  -0.0899
Si  8.1635  0.0038  6.2289  -0.0007  -0.0221  -0.0032
Si  -0.021  2.6722  6.3076  -0.0345  -0.0015  -0.0135
Si  5.4058  2.7492  6.1037  -0.013  -0.0898  -0.0683
Si  2.5194  5.3809  6.2596  -0.0223  0.0112  0.026
Si  8.2667  5.4377  6.2889  0.0145  -0.0164  -0.0574
Si  -0.0244  8.1957  6.0839  0.0094  -0.0167  0.0411
Si  5.4766  8.0984  5.942  -0.0088  0.0152  -0.012
Si  4.1847  1.1729  7.4117  -0.8516  0.1744  0.1492
Si  9.8986  0.9444  7.585  -0.046  0.0721  -0.1713
Si  0.9668  4.214  7.8276  0.0497  -0.0415  -0.104
Si  6.5148  4.3262  7.4141  -0.0775  0.0647  0.003
Si  4.3007  6.552  7.2085  0.0186  -0.0385  -0.0773
Si  9.2719  7.2465  7.486  0.1842  -0.0516  -0.0366
Si  1.2699  9.6448  7.4164  0.0697  -0.1136  -0.0982
Si  6.8777  9.3153  7.3594  -0.1021  0.144  -0.3951
O  9.5925  6.8686  24.5006  0.0383  -0.0354  -0.029
O  3.9755  1.5193  24.6539  0.0478  -0.0387  -0.0661
O  8.0141  8.2381  7.7624  -0.0058  -0.0854  -0.0251
O  3.0046  1.423  8.56  0.606  -0.0776  -0.5574
O  6.8063  4.1089  24.4972  0.0236  -0.0166  -0.0329
O  1.3689  9.6238  24.4782  0.0131  -0.0152  -0.0341
O  5.4231  5.4985  7.7994  0.0761  -0.0567  0.0045
O  0.1662  -0.1457  7.7116  -0.0219  0.0376  0.0374
O  6.8006  3.4983  8.8236  0.0088  -0.1144  0.0573
O  6.1802  9.7622  8.7771  -0.1104  0.1234  0.3617
O  9.856  7.328  9.0362  0.0429  -0.0272  0.0624
O  1.8541  9.151  8.8805  0.0222  0.0048  0.064
O  5.5392  1.184  9.4255  0.2386  -0.3382  0.3716
O  1.7646  3.6142  9.1196  0.0993  -0.0921  0.0913
O  9.6553  1.2311  9.1696  -0.0587  0.0426  0.1322
O  3.7851  7.441  8.4579  0.0211  0.0339  0.0075
O  7.8739  8.5868  23.485  0.0161  -0.0349  0.0649
O  8.4813  2.2109  23.6574  -0.0264  0.0394  0.0307
O  5.0331  5.9079  23.665  0.0236  -0.0123  0.0123
O  2.2692  3.2917  23.7026  0.0154  -0.0248  0.0165
O  10.6107  0.6123  23.705  0.0378  -0.0114  0.0132
O  0.4096  5.1662  23.5925  -0.0265  0.0246  0.0183
O  3.1802  7.8437  23.612  -0.0258  0.0349  0.0242
O  5.514  14.1134  19.2062  0.0161  0.0025  0.022
Si  11.3898  2.3967  20.8422  0.0213  -0.0225  -0.0168
Si  7.8322  9.4022  22.0717  -0.0046  0.01  -0.0337
Si  2.2806  5.217  13.5811  0.0341  -0.0206  -0.044
Si  12.2513  7.4047  16.8645  0.0026  -0.0091  -0.033
Si  -0.0737  -4.6508  9.7466  0.014  0.0523  0.1234
Si  10.9182  8.9347  14.7966  0.0016  -0.0126  -0.0363
Si  -1.4053  -4.9624  17.749  0.0012  0.0034  -0.0368
Si  1.6211  4.4618  22.7661  -0.0192  -0.0197  -0.0109
Si  4.6176  10.9474  17.0168  -0.0355  0.0125  -0.0065
Si  6.8709  5.8932  16.3131  0.0161  -0.0111  -0.0356
Si  5.7522  2.7833  9.8537  0.086  0.5654  0.2762
Si  2.781  9.2441  18.7104  0.0161  0.0255  -0.019
Si  7.7866  3.5967  11.7605  0.0027  0.0023  0.0183
Si  9.0979  1.1065  10.6872  0.0509  0.0337  0.0788
Si  9.0693  1.6085  15.945  0.012  0.0026  -0.0188
Si  2.6092  4.7177  16.6115  -0.0049  0.0037  -0.0459
Si  -3.9087  3.4453  14.6522  -0.0161  0.0149  -0.0158
Si  6.2529  10.7298  10.0776  0.0512  -0.1036  0.3886
Si  16.0258  4.5169  18.3984  -0.0002  0.0064  -0.0414
Si  4.9523  7.2016  19.8759  0.0046  -0.005  -0.0461
Si  -1.5473  1.1814  22.7829  -0.0134  0.0068  -0.031
Si  2.1514  2.3999  12.5983  0.0445  0.0815  -0.0388
Si  5.4504  10.9811  21.9788  -0.0257  0.0064  -0.044
Si  0.1033  6.9801  12.7532  -0.0012  0.0097  -0.006
Si  13.7934  2.5962  9.7023  -0.2116  -0.0796  -0.1816
Si  10.9325  3.2601  17.8261  0.0099  0.0096  -0.0557
Si  8.0758  7.9802  19.4277  0.0022  -0.0139  -0.0355
Si  -6.3376  1.5152  14.3989  -0.0052  -0.0013  -0.0105
Si  -2.2503  -1.2453  16.7622  -0.0112  0.0065  -0.0489
Si  2.8926  7.9182  12.3988  -0.0169  -0.0205  0.0079
Si  -5.7889  1.6272  19.5001  -0.0163  -0.01  -0.0121
Si  -0.3416  0.6843  13.3384  0.0077  -0.0062  -0.0191
Si  3.8845  6.6359  22.7678  0.0113  0.0135  -0.0005
Si  2.7565  0.4252  20.7612  0.0005  -0.004  -0.0154
Si  13.5514  7.8316  9.4762  -0.0549  -0.0031  0.0481
Si  6.2394  8.6924  15.3721  0.0176  0.004  -0.0222
Si  5.0998  -1.1398  12.9093  -0.021  -0.0156  -0.0004
O  6.3957  5.0744  17.6253  0.0129  0.01  0.0093
O  -0.5356  -4.6211  11.3555  -0.0318  -0.0408  -0.0334
O  6.7102  4.9909  14.987  -0.0004  -0.0125  0.0235
O  2.2162  10.0244  20.015  0.0033  0.0157  0.0126
O  -0.2209  4.991  8.7203  -0.1137  -0.0027  -0.0851
O  1.0136  3.8254  21.399  0.0187  0.024  0.0247
O  1.5059  6.6468  9.6509  0.0317  0.0025  0.0083
O  -5.6067  0.289  13.6257  0.0287  -0.0284  0.0107
O  14.1765  6.4785  13.1207  0.0045  0.0176  0.0246
O  8.5235  11.3068  16.852  0.0058  0.0123  0.0171
O  5.3536  9.7506  16.2172  0.0485  -0.0712  -0.0222
O  -1.4755  1.1281  14.4252  -0.0001  0.0021  0.0067
O  2.3168  4.0189  12.471  0.0092  0.0213  0.0132
O  5.9856  8.7079  13.7476  0.013  -0.0027  0.0115
O  2.7085  4.5373  14.9874  0.0029  0.0036  0.0359
O  6.335  2.9261  11.3537  -0.0728  -0.0439  -0.1383
O  3.2292  1.7966  13.613  0.0483  -0.0255  0.054
O  14.8866  4.1293  17.3024  -0.0142  -0.002  0.0051
O  -3.0979  13.6182  15.8396  0.0062  -0.0007  0.0277
O  0.7274  5.7435  13.6164  -0.037  0.0305  0.0204
O  7.7854  9.1076  15.5497  -0.0189  -0.0033  0.0281
O  0.3092  2.4764  19.2208  0.001  -0.0041  0.0286
O  4.5743  5.6807  19.4077  -0.0119  0.0112  0.0258
O  7.7833  5.1259  11.226  0.1555  0.1688  0.0283
O  10.8699  6.6236  17.1231  0.0044  0.005  0.0224
O  2.7488  5.5501  22.3419  0.0002  0.0043  -0.0138
O  9.0243  6.6885  19.1221  -0.0027  0.009  0.0106
O  1.2701  8.0309  12.293  -0.0102  0.0163  0.0274
O  -5.4128  0.6488  18.2293  0.028  -0.0031  0.0247
O  7.722  0.2258  10.6005  -0.1637  -0.0173  -0.1072
O  11.3024  -0.6676  13.931  0.0109  0.019  0.0215
O  4.2552  3.4253  9.7935  0.3409  -0.0845  0.0248
O  4.0424  8.2901  19.0821  0.0166  -0.0036  0.0181
O  8.4413  6.2191  16.5601  0.0016  -0.0037  0.0248
O  1.349  3.906  17.2114  0.0071  -0.0014  0.0238
O  -0.8266  7.8826  13.7637  0.003  -0.0141  0.0175
O  5.5915  2.7804  14.3339  0.0223  0.0218  0.0173
O  2.5275  6.3223  16.8756  0.0027  -0.0045  0.0261
O  9.8123  4.4138  18.0972  -0.0009  -0.0001  0.0198
O  4.2544  1.1745  15.9444  -0.0181  0.0252  -0.007
O  3.4147  7.9974  10.8628  0.0494  0.0084  -0.016
O  3.5618  -1.6982  13.0739  0.0294  -0.0002  0.0146
O  8.5365  10.8551  22.2419  0.0114  0.0183  -0.0051
O  -2.9464  3.451  13.3524  0.0182  -0.0019  -0.0542
O  9.9542  2.0281  21.5131  -0.0254  -0.0194  0.0295
O  8.5565  8.582  20.8645  -0.0008  0.0116  0.0254
O  -5.0268  1.1862  20.8859  0.0087  -0.0197  0.0341
O  5.4846  -0.9285  11.3237  0.0739  0.1302  -0.2102
O  1.3089  8.1564  15.3901  -0.0022  0.0031  0.0236
O  2.4136  1.863  11.0709  -0.0107  -0.0693  -0.0249
O  6.5102  7.5287  19.5201  0.018  0.0043  0.006
O  1.5342  -2.5194  18.1034  -0.0243  -0.0187  0
O  1.4724  12.1544  21.3307  -0.0053  0.0108  -0.0019
O  8.9419  2.6716  11.0927  -0.0094  -0.0505  0.0045
O  3.2326  -0.5959  17.5973  -0.0088  0.0005  0.0285
O  8.3146  -1.8734  18.214  0.0015  -0.0001  0.0291
O  10.1759  -1.5918  16.1906  0.0189  -0.0064  0.0145
O  -0.5725  2.2364  16.6935  -0.0052  -0.0062  0.0209
O  0.7039  1.9186  13.128  -0.1512  -0.0428  0.0981
O  6.2724  -1.3189  21.6046  -0.0058  -0.0005  -0.0073
O  15.5443  7.2649  21.4634  -0.0108  -0.006  0.0326
O  5.8922  0.287  23.5299  0.0068  0.0063  0.0476
O  -4.9554  7.2262  16.0289  -0.0083  0.0226  0.0168
O  3.5381  1.461  19.7576  -0.0141  -0.0005  0.012
O  3.8195  -0.0821  21.9075  0.0139  -0.0047  0.0053
O  9.9895  0.3633  11.8391  -0.047  0.0128  -0.0351
H  8.5537  5.6879  11.4465  -0.0957  -0.0983  -0.0615

Results
free energy: -135756.677 eV
free energy less fixed offsets of H -15.97, O -568.88, Si -635.61 eV per atom: -5.377 eV

The program warned: the cutoff lies below the one the program advises for these potential files; the forces do not sum to zero within the program's tolerance; the exchange-correlation potential is rough where the density is thin.
